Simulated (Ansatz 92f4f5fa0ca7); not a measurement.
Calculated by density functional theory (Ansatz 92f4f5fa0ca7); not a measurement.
Periodic cell of 351 atoms, Si241O110, from a study of silicon, its oxide and their interface. The atomic structure is a simulated model.
Doubt: the cutoff is far below the 930 eV that the study's wrapper takes by default for these files, so forces and energies are approximate.
This geometry differs little from another in the collection (a relaxation step or a small displacement).

Settings: functional PBE; potential files Ansatz PAW; basis plane waves; wave-function cutoff 580 eV; density cutoff ratio 5; exchange-correlation grid ratio 1; k mesh 1 x 1 x 1, Gamma-centred; self-consistency stop 5e-08 eV per atom in the density residual; occupations fixed; spin none; net charge 0.

Cell vectors (angstrom)
a, 11.6015, 0, 0
b, 0, 13.3963, 0
c, 0, 0, 40.5898

Atoms: element, x, y, z (angstrom)
Si, 0, 2.2327, 1.1851
Si, 3.8672, 2.2327, 1.1851
Si, 7.7343, 2.2327, 1.1851
Si, 1.9336, 5.5818, 1.1851
Si, 5.8008, 5.5818, 1.1851
Si, 9.6679, 5.5818, 1.1851
Si, 0, 8.9308, 1.1851
Si, 3.8672, 8.9308, 1.1851
Si, 7.7343, 8.9308, 1.1851
Si, 1.9336, 12.2799, 1.1851
Si, 5.8008, 12.2799, 1.1851
Si, 9.6679, 12.2799, 1.1851
Si, 1.9336, 1.1164, 1.9745
Si, 5.8008, 1.1164, 1.9745
Si, 9.6679, 1.1164, 1.9745
Si, 0, 4.4654, 1.9745
Si, 3.8672, 4.4654, 1.9745
Si, 7.7343, 4.4654, 1.9745
Si, 1.9336, 7.8145, 1.9745
Si, 5.8008, 7.8145, 1.9745
Si, 9.6679, 7.8145, 1.9745
Si, 0, 11.1635, 1.9745
Si, 3.8672, 11.1635, 1.9745
Si, 7.7343, 11.1635, 1.9745
Si, 1.9336, 1.1164, 4.3426
Si, 5.8008, 1.1164, 4.3426
Si, 9.6679, 1.1164, 4.3426
Si, 0, 4.4654, 4.3426
Si, 3.8672, 4.4654, 4.3426
Si, 7.7343, 4.4654, 4.3426
Si, 1.9336, 7.8145, 4.3426
Si, 5.8008, 7.8145, 4.3426
Si, 9.6679, 7.8145, 4.3426
Si, 0, 11.1635, 4.3426
Si, 3.8672, 11.1635, 4.3426
Si, 7.7343, 11.1635, 4.3426
Si, 0, 0, 36.2492
Si, 3.8672, 0, 36.2492
Si, 7.7343, 0, 36.2492
Si, 1.9336, 3.3491, 36.2492
Si, 5.8008, 3.3491, 36.2492
Si, 9.6679, 3.3491, 36.2492
Si, 0, 6.6981, 36.2492
Si, 3.8672, 6.6981, 36.2492
Si, 7.7343, 6.6981, 36.2492
Si, 1.9336, 10.0472, 36.2492
Si, 5.8008, 10.0472, 36.2492
Si, 9.6679, 10.0472, 36.2492
Si, 0, 0, 38.6173
Si, 3.8672, 0, 38.6173
Si, 7.7343, 0, 38.6173
Si, 1.9336, 3.3491, 38.6173
Si, 5.8008, 3.3491, 38.6173
Si, 9.6679, 3.3491, 38.6173
Si, 0, 6.6981, 38.6173
Si, 3.8672, 6.6981, 38.6173
Si, 7.7343, 6.6981, 38.6173
Si, 1.9336, 10.0472, 38.6173
Si, 5.8008, 10.0472, 38.6173
Si, 9.6679, 10.0472, 38.6173
Si, 0, 2.2327, 39.4067
Si, 3.8672, 2.2327, 39.4067
Si, 7.7343, 2.2327, 39.4067
Si, 1.9336, 5.5818, 39.4067
Si, 5.8008, 5.5818, 39.4067
Si, 9.6679, 5.5818, 39.4067
Si, 0, 8.9308, 39.4067
Si, 3.8672, 8.9308, 39.4067
Si, 7.7343, 8.9308, 39.4067
Si, 1.9336, 12.2799, 39.4067
Si, 5.8008, 12.2799, 39.4067
Si, 9.6679, 12.2799, 39.4067
Si, 0.165, 0.0335, 28.9545
Si, 3.9642, 0.2494, 29.2795
Si, 7.7962, 0.1627, 29.2303
Si, 2.1094, 3.3137, 29.2595
Si, 5.9164, 3.4016, 29.4701
Si, 9.6379, 3.2653, 29.1853
Si, -0.1202, 6.572, 29.0413
Si, 3.7569, 6.8931, 29.1762
Si, 7.594, 6.6693, 29.0354
Si, 2.3596, 10.3702, 28.9398
Si, 5.8023, 10.124, 29.2539
Si, 9.5133, 10.0546, 28.8484
Si, 0.0672, 2.2368, 29.8414
Si, 3.9754, 2.3446, 30.2704
Si, 7.8053, 2.2669, 30.2208
Si, 1.8934, 5.6047, 29.8783
Si, 5.6885, 5.683, 29.9668
Si, 9.5464, 5.5319, 29.8334
Si, -0.2504, 8.8318, 29.69
Si, 3.9082, 9.0433, 30.0674
Si, 7.7061, 8.9158, 29.8425
Si, 2.0531, 12.4446, 29.9589
Si, 5.8673, 12.3911, 29.9443
Si, 9.7545, 12.3064, 29.7021
Si, 0.0277, 2.223, 32.2418
Si, 3.9132, 2.2557, 32.5547
Si, 7.7884, 2.2324, 32.5124
Si, 1.911, 5.5817, 32.2635
Si, 5.7748, 5.6237, 32.332
Si, 9.6383, 5.5811, 32.2304
Si, -0.0315, 8.9344, 32.1312
Si, 3.8499, 8.9644, 32.3943
Si, 7.7403, 8.9287, 32.2375
Si, 1.96, 12.3035, 32.3131
Si, 5.8222, 12.3044, 32.3113
Si, 9.7167, 12.2704, 32.1446
Si, 1.9322, 1.1246, 33.1333
Si, 5.8465, 1.098, 33.2044
Si, 9.7376, 1.0706, 33.0946
Si, -0.0229, 4.4609, 33.0433
Si, 3.8485, 4.5241, 33.1527
Si, 7.7244, 4.5073, 33.1229
Si, 1.8848, 7.8224, 33.0469
Si, 5.8088, 7.8474, 33.1124
Si, 9.6706, 7.8174, 33.0356
Si, 0.0111, 11.1501, 33.0213
Si, 3.8856, 11.2011, 33.1255
Si, 7.7775, 11.1718, 33.0226
Si, 1.9247, 1.1154, 35.4837
Si, 5.8068, 1.1077, 35.5265
Si, 9.6833, 1.1018, 35.4616
Si, -0.0048, 4.4642, 35.4329
Si, 3.8621, 4.481, 35.4962
Si, 7.7337, 4.4783, 35.4779
Si, 1.9201, 7.8142, 35.4348
Si, 5.8063, 7.8183, 35.4725
Si, 9.67, 7.8125, 35.4297
Si, -0.0009, 11.1576, 35.4214
Si, 3.8687, 11.1701, 35.4793
Si, 7.7436, 11.1626, 35.4221
Si, 0.0094, 0.0075, 5.125
Si, 3.8642, 0.0085, 5.1373
Si, 7.7259, 0.0031, 5.111
Si, 1.9345, 3.3367, 5.1249
Si, 5.8004, 3.3452, 5.1455
Si, 9.6656, 3.348, 5.1338
Si, -0.007, 6.7023, 5.0985
Si, 3.8718, 6.6925, 5.0936
Si, 7.73, 6.6986, 5.1144
Si, 1.9302, 10.0473, 5.1407
Si, 5.8016, 10.0516, 5.1248
Si, 9.6724, 10.0365, 5.1237
Si, 0.0201, 0.011, 7.4865
Si, 3.8495, 0.0185, 7.5088
Si, 7.7079, -0.0064, 7.4626
Si, 1.9269, 3.3062, 7.4885
Si, 5.798, 3.3234, 7.5239
Si, 9.6516, 3.3409, 7.5024
Si, -0.0316, 6.6961, 7.4423
Si, 3.8707, 6.6645, 7.4346
Si, 7.7075, 6.6961, 7.4686
Si, 1.9292, 10.0315, 7.5146
Si, 5.797, 10.0512, 7.4856
Si, 9.6798, 10.0054, 7.486
Si, -0.0211, 2.2402, 8.3233
Si, 3.8617, 2.2396, 8.3718
Si, 7.7356, 2.2005, 8.3138
Si, 1.9062, 5.5622, 8.129
Si, 5.7918, 5.5648, 8.2753
Si, 9.6381, 5.5926, 8.2436
Si, 0.0081, 8.8857, 8.326
Si, 3.8779, 8.8815, 8.217
Si, 7.7227, 8.9199, 8.2695
Si, 1.9406, 12.2724, 8.3139
Si, 5.77, 12.2904, 8.2806
Si, 9.6675, 12.2713, 8.1349
Si, -0.0509, 2.2559, 10.7119
Si, 3.8474, 2.2561, 10.7876
Si, 7.7502, 2.1426, 10.6955
Si, 1.869, 5.5328, 10.4397
Si, 5.7836, 5.5379, 10.6465
Si, 9.5936, 5.6127, 10.597
Si, 0.0282, 8.8274, 10.7239
Si, 3.9004, 8.7975, 10.5561
Si, 7.7163, 8.9245, 10.6329
Si, 1.9489, 12.2518, 10.6942
Si, 5.7284, 12.2854, 10.6509
Si, 9.6766, 12.234, 10.4413
Si, 1.8745, 1.1266, 11.4611
Si, 5.793, 1.1086, 11.5347
Si, 9.6963, 0.969, 11.4423
Si, -0.0665, 4.5608, 11.3802
Si, 3.7652, 4.5572, 11.4056
Si, 7.7279, 4.401, 11.3921
Si, 2.0109, 7.6636, 11.387
Si, 5.8394, 7.7497, 11.4723
Si, 9.6087, 7.8193, 11.4937
Si, -0.029, 11.1101, 11.2808
Si, 3.8649, 10.9837, 11.3677
Si, 7.7254, 11.2034, 11.2421
O, 9.8016, 0.6849, 13.0744
O, 11.5127, 4.941, 12.996
O, 1.7024, 1.2208, 13.1291
O, -3.73, 24.774, 12.874
O, 3.5541, 4.9457, 13.025
O, 5.9325, 1.1161, 13.2056
O, 7.863, 17.8276, 13.0483
O, 11.4118, 11.1878, 12.9141
O, 5.8928, 7.7137, 13.1397
O, 9.3934, 7.8503, 13.15
O, 3.9501, -2.8677, 12.9878
O, 2.2677, 7.3588, 13.0208
O, 11.4784, 6.4717, 27.3665
O, 3.8867, 0.6366, 27.6457
O, 6.2064, 3.1492, 27.8386
O, 28.8443, 23.4472, 27.6025
O, 47.3635, 63.1225, 28.8101
O, 2.5344, 2.9747, 27.6823
O, 2.8548, 10.6402, 27.4004
O, 7.3241, 6.5365, 27.3832
O, 3.5632, 7.2305, 27.5229
O, 0.4882, 13.4344, 27.3106
O, 9.4001, 9.9486, 27.1574
O, 9.2953, 2.9753, 27.5631
Si, 2.1536, 2.4154, 19.0699
Si, 10.0503, 4.0403, 18.9327
Si, 9.6179, 0.2229, 14.6287
Si, 2.9418, 10.9112, 25.8082
Si, 7.3601, 11.6695, 14.38
Si, 7.5551, 9.0739, 16.1279
Si, 2.6581, 0.8033, 14.3742
Si, 8.1199, 7.5545, 23.3978
Si, 2.31, 0.0125, 17.1406
Si, 1.2077, 5.2764, 18.854
Si, 5.4485, 1.8263, 14.606
Si, 3.611, 6.4198, 23.3587
Si, 5.4837, 3.7966, 26.5387
Si, 4.1799, 11.4196, 14.3317
Si, 7.1432, 15.2955, 21.6585
Si, 3.3434, 1.9016, 26.7466
Si, 7.2087, 4.3208, 19.9034
Si, 5.7019, 7.142, 14.666
Si, 5.529, 0.1239, 17.2113
Si, 11.2834, 10.9672, 14.5009
Si, 1.2008, 13.5312, 25.8339
Si, 5.315, 2.1364, 19.4997
Si, 12.8783, 5.3117, 21.9171
Si, 7.6001, 13.3874, 26.9059
Si, 2.9108, 6.1507, 13.9485
Si, 11.2554, 7.03, 23.6106
Si, 6.7385, 10.9385, 18.398
Si, 9.8527, 3.1627, 15.9661
Si, 7.254, 4.3838, 14.5575
Si, 9.9526, 8.0299, 14.6821
Si, 8.3323, 12.4283, 20.8154
Si, -0.5835, 11.5028, 21.3342
Si, 0.0114, 2.6999, 21.2595
Si, 8.7702, 10.8509, 25.9282
Si, 0.3986, 5.4567, 26.1948
Si, 10.9004, 13.7706, 23.3509
Si, 2.1546, 8.1389, 18.3928
Si, 7.5955, 5.8261, 25.9361
Si, 8.9438, 10.4298, 22.9736
Si, 5.8631, 11.031, 26.3251
Si, 5.9966, 6.7744, 21.3396
Si, 3.4922, 6.0277, 26.418
Si, 1.8222, 8.9397, 23.639
Si, 9.7625, 3.6874, 26.1687
Si, 2.1494, 10.5901, 16.3776
Si, 4.5275, 9.1544, 19.7863
Si, 13.3602, 9.914, 20.7333
Si, 0.0936, 5.3381, 14.5665
Si, 8.3857, 14.9589, 24.4164
O, 4.1171, 6.7546, 14.8846
O, 5.9826, 1.0215, 15.9263
O, 5.4716, 8.2, 20.7255
O, 1.8707, 11.8504, 17.4075
O, 11.1723, 5.233, 18.8157
O, 5.747, 11.7995, 14.4883
O, 11.5401, 5.8883, 24.7112
O, 7.5586, 14.5543, 25.7615
O, 1.6914, 6.6093, 18.0291
O, 6.2254, 3.3943, 18.98
O, 2.4391, 9.6571, 24.9327
O, 11.372, 3.9502, 26.356
O, 3.7577, 8.1595, 18.7345
O, 9.536, 10.7394, 24.4888
O, 9.9741, 3.1315, 17.5876
O, 8.1033, 13.0383, 14.8786
O, 11.4186, 12.4106, 22.6334
O, 11.6812, 13.9141, 24.7478
O, 3.3879, 12.7985, 13.9984
O, 5.6011, 1.8177, 21.0891
O, 10.9432, 6.7509, 14.9563
O, 6.312, 12.0848, 17.2976
O, 10.4523, 3.0377, 20.1624
O, 1.7688, 1.0576, 18.2508
O, 1.8984, 9.1691, 17.1385
O, 7.4744, 6.9807, 24.7885
O, 7.9207, 14.0001, 21.0059
O, 11.1065, 4.0695, 15.4143
O, 2.905, 7.8532, 23.09
O, 9.6856, 7.1949, 23.3807
O, 8.8493, 12.3926, 26.4702
O, 10.2258, 10.1827, 21.9615
O, 7.5246, 9.6923, 17.6542
O, 5.4077, 10.281, 19.043
O, 8.4563, 3.9066, 15.5454
O, 3.3825, 10.067, 20.5521
O, 11.9849, 8.3737, 24.1509
O, 12.9462, 8.6679, 19.7347
O, 7.4161, 6.8888, 22.1097
O, 6.1807, 12.5643, 26.7817
O, 10.6071, 9.5182, 14.8233
O, 4.0471, 6.3819, 24.9315
O, 9.8838, 1.5877, 15.4981
O, 0.3551, 4.0047, 22.1642
O, 10.5818, 12.3468, 15.0634
O, 1.3817, 2.2586, 20.4927
O, 6.2995, 19.0396, 20.2119
O, 4.5485, 2.6276, 25.8812
O, 3.813, 1.9356, 14.6191
O, 12.3097, 11.1396, 20.3935
O, 8.0706, 11.6235, 22.241
O, 11.9399, 6.6148, 22.1924
O, 9.3732, 2.7969, 24.8613
O, 2.2858, 1.3349, 25.6736
O, 13.1206, 9.8462, 22.3397
O, 1.9728, 12.1563, 25.4354
O, 8.7709, 8.0097, 15.8269
O, 6.6636, 5.8495, 14.9444
O, 7.8361, 10.3666, 15.1982
O, 1.7514, 0.5853, 15.707
O, 6.15, 8.31, 15.7331
O, 7.6732, 3.3825, 21.1784
O, 1.741, 3.816, 18.2972
O, 7.9572, 22.5493, 23.1634
O, 4.4771, 4.9396, 27.1057
O, 9.3154, 13.7836, 23.7657
O, 2.0114, 5.4007, 26.2655
O, 14.1467, 5.2507, 22.949
O, 9.9335, 12.355, 20.4458
O, 4.5233, 11.0941, 25.4068
O, 7.2047, 10.4669, 25.5802
O, 3.7512, 2.4603, 19.3072
O, 7.2678, 15.3228, 23.2818
O, 6.0167, 3.339, 14.6615
O, 8.5961, 4.7523, 19.1657
O, 5.8104, 0.8621, 18.6246
O, 1.6981, 5.5441, 14.8715
O, -0.4887, 14.9743, 22.2905
O, 3.648, 10.6694, 15.689
O, 13.4027, 5.4174, 20.377
O, 4.9065, 6.2364, 22.4179
O, 6.5665, 4.5696, 25.5911
O, 1.1635, 10.8078, 15.1212
O, 7.5722, 11.6694, 19.5885
O, 9.0814, 5.1644, 25.9822
O, 3.9277, -0.058, 17.0753

Results
free energy: -215763.661 eV
free energy less fixed offsets of O -568.88, Si -635.61 eV per atom: -4.851 eV

Forces (eV/angstrom), in the order of the atoms: element, x, y, z
Si, 0.0052, -0.0055, 0.0015
Si, -0.0068, 0.0106, -0.027
Si, -0.002, -0.0004, 0.0118
Si, 0.0026, 0.0093, 0.0195
Si, -0.007, 0.0164, 0.0142
Si, 0.0033, 0.0106, 0.0082
Si, -0.0076, -0.0079, 0.0097
Si, 0.0092, 0.0083, 0.0065
Si, 0.0077, 0.0043, -0.0216
Si, 0.0006, 0.0021, -0.0115
Si, 0.0048, 0.0119, 0.0196
Si, 0.001, -0.0151, -0.0012
Si, 0.0172, -0.0203, 0.0008
Si, -0.0317, 0.0075, -0.0033
Si, 0.0086, -0.0097, -0.0115
Si, -0.0029, -0.032, -0.0133
Si, 0.0084, -0.0626, -0.0102
Si, -0.0106, -0.0277, -0.0124
Si, -0.0015, 0.0128, -0.013
Si, 0.0107, 0.0182, -0.0061
Si, -0.0315, -0.008, -0.0033
Si, 0.0057, 0.0038, -0.0013
Si, -0.0228, 0.0055, -0.002
Si, 0.0193, -0.0223, -0.0039
Si, 0.0517, -0.0195, -0.215
Si, -0.0894, 0.057, -0.0905
Si, 0.0184, 0.0159, -0.0017
Si, -0.0067, -0.0714, 0.0084
Si, 0.0268, -0.1372, -0.0531
Si, -0.0412, -0.0485, 0.0195
Si, -0.0004, 0.0655, -0.073
Si, 0.0302, 0.067, -0.1573
Si, -0.0814, -0.0012, -0.238
Si, 0.023, 0.0064, 0.0192
Si, -0.0454, 0.0491, 0.0792
Si, 0.037, -0.0336, -0.0276
Si, 0.0096, -0.1915, 0.1302
Si, -0.0993, -0.0145, 0.2365
Si, 0.2049, -0.1773, 0.093
Si, -0.1181, 0.0553, 0.0145
Si, 0.0091, 0.0966, 0.0964
Si, 0.0437, -0.0415, -0.1299
Si, -0.0564, -0.03, -0.1209
Si, -0.0843, 0.1903, 0.0377
Si, 0.0897, 0.1132, 0.0764
Si, -0.0883, -0.0196, -0.1295
Si, 0.1226, 0.0792, -0.0541
Si, 0.0288, -0.0162, -0.1909
Si, 0.0094, -0.0656, -0.0057
Si, -0.0375, 0.0119, 0.0035
Si, 0.0696, -0.0523, 0.0053
Si, -0.0355, 0.0217, 0.0054
Si, -0.0055, 0.0361, 0.0092
Si, 0.0132, -0.0115, 0.0059
Si, -0.0155, -0.0079, 0.0034
Si, -0.0248, 0.0891, 0.0106
Si, 0.0297, 0.051, 0.0008
Si, -0.021, 0.0012, 0.0002
Si, 0.0481, 0.0404, 0.0035
Si, 0.002, 0.0018, 0.0004
Si, 0.0018, -0.0004, -0.0113
Si, 0.0051, -0.0148, 0.0018
Si, -0.0003, -0.0038, -0.021
Si, 0.0021, -0.0099, -0.0125
Si, 0.0053, -0.0158, -0.0197
Si, -0.0056, -0.0021, -0.0089
Si, 0.0018, 0.0054, -0.0151
Si, -0.0071, -0.0159, -0.006
Si, -0.0062, -0.009, 0.0109
Si, -0.0032, 0.0099, 0.0208
Si, -0.0056, -0.005, -0.0092
Si, 0.0013, 0.0203, 0.0206
Si, 0.0147, -0.0009, 0.017
Si, -0.0004, 0.0131, 0.027
Si, 0.0155, 0.0148, -0.0087
Si, 0.0178, -0.0086, 0.0172
Si, 0.0026, -0.0034, 0.0114
Si, 0.0139, -0.0029, 0.0284
Si, 0.0004, 0.0002, 0.0405
Si, -0.0055, -0.0172, 0.0126
Si, -0.0015, -0.003, 0.0413
Si, -0.0361, 0.0033, -0.0668
Si, 0.0044, 0.0116, 0.0168
Si, 0.0093, 0.0039, 0.0412
Si, -0.0094, 0.0102, -0.0071
Si, -0.0089, -0.0055, 0.0091
Si, -0.0004, 0.0112, -0.0076
Si, -0.0152, 0.0163, -0.0081
Si, 0.008, 0.0195, -0.0029
Si, 0.0049, 0.0042, -0.0099
Si, -0.0194, -0.0143, -0.0131
Si, 0.0221, -0.0153, 0.0148
Si, 0.006, -0.0062, -0.0071
Si, -0.0007, 0.006, 0.0044
Si, -0.0123, -0.0248, 0.0206
Si, -0.0158, -0.017, 0.0015
Si, -0.0049, -0.0024, 0.0247
Si, -0.0007, 0.0028, 0.0082
Si, 0.0051, -0.0021, 0.0217
Si, 0.0025, -0.0061, 0.0204
Si, -0.0101, -0.0015, 0.011
Si, -0.0015, -0.0073, 0.0218
Si, -0.0132, 0.0041, 0.0213
Si, -0.0086, 0.0027, 0.0161
Si, 0.0022, -0.0016, 0.0228
Si, 0.0033, 0.0029, 0.0124
Si, -0.0046, 0.0018, 0.0019
Si, 0.0067, -0.0037, 0.0225
Si, 0.0044, -0.0053, -0.0073
Si, -0.0095, 0.0041, -0.004
Si, -0.0061, 0.0066, -0.003
Si, -0.0018, 0.0052, -0.0058
Si, 0.0056, 0.0002, 0.0022
Si, 0.0057, -0.0023, -0.0018
Si, 0.0104, -0.0028, -0.0028
Si, -0.0054, -0.0036, -0.0017
Si, 0.0007, 0.0007, -0.0071
Si, -0.0038, 0.0004, -0.0046
Si, -0.0021, -0.0002, -0.0058
Si, -0.0031, 0, -0.0011
Si, 0.0018, 0.0017, -0.0003
Si, 0.0006, 0.0025, -0.0025
Si, 0.001, 0.0018, 0.0009
Si, 0.0041, -0.0007, 0.0048
Si, 0.0009, -0.0021, -0.0053
Si, 0, -0.0034, 0
Si, 0.0027, 0.0049, 0.0022
Si, -0.0008, 0.002, -0.0002
Si, 0.0046, 0.003, 0.0058
Si, 0.0011, 0.0002, 0.0004
Si, 0.0005, -0.0037, -0.0026
Si, 0.0035, 0.0001, 0.0035
Si, -0.0031, -0.0033, 0.0005
Si, -0.0036, -0.0022, -0.0019
Si, 0.0025, -0.0023, 0.0016
Si, -0.001, -0.0001, 0.0023
Si, -0.002, -0.0041, -0.0017
Si, 0.0004, -0.001, -0.0026
Si, -0.0001, -0.0026, 0.0053
Si, -0.0043, 0.0033, 0.0081
Si, 0.0014, 0.001, 0.0017
Si, 0.0011, -0.0009, -0.0001
Si, 0, -0.0026, 0.0003
Si, -0.0041, 0.0018, 0.0065
Si, -0.0047, -0.0008, 0.0122
Si, 0.0098, -0.0011, 0.01
Si, 0.0037, 0.006, 0.015
Si, 0.0011, 0.009, 0.013
Si, -0.0023, 0.007, 0.0121
Si, 0.0018, -0.0027, 0.0101
Si, 0.0049, 0.0017, 0.0086
Si, 0.0004, 0.0001, 0.0115
Si, 0.0036, -0.0042, 0.0073
Si, -0.0029, 0.0011, 0.0086
Si, -0.0065, -0.0037, 0.0107
Si, 0.002, 0.0056, 0.0063
Si, -0.0018, -0.0035, -0.0225
Si, -0.0013, -0.0015, -0.0176
Si, 0.0038, -0.0073, -0.0198
Si, -0.0012, -0.0044, -0.0041
Si, -0.0036, -0.0023, -0.0077
Si, 0.0004, 0.0027, -0.014
Si, -0.0027, -0.002, -0.0124
Si, 0.007, 0.0001, -0.0169
Si, 0.0036, 0.0017, -0.0218
Si, -0.0005, 0.0002, -0.0196
Si, -0.0081, 0.0075, -0.0112
Si, 0.0043, -0.0026, -0.0138
Si, 0.0005, 0.0094, 0.0255
Si, 0.0063, 0.0018, 0.0156
Si, 0.0002, 0.0083, 0.0267
Si, 0.0059, -0.0041, 0.0141
Si, 0.0073, -0.0101, 0.0194
Si, 0.0035, -0.0117, 0.0277
Si, -0.002, 0.0104, 0.0262
Si, -0.002, 0.0062, 0.0167
Si, 0.0001, 0.0044, 0.0251
Si, 0.0016, 0.0023, 0.0217
Si, 0.0112, -0.0068, 0.012
Si, 0.0089, 0.0153, 0.0288
Si, 0.0033, -0.0101, -0.0245
Si, -0.0061, -0.0003, -0.0387
Si, -0.0097, -0.0132, -0.0376
Si, -0.0012, -0.003, -0.0283
Si, -0.0031, 0.0131, -0.0444
Si, -0.0191, 0.0098, -0.0391
Si, -0.0015, -0.0085, -0.0413
Si, -0.0047, -0.0072, -0.0399
Si, 0.0034, -0.0014, -0.038
Si, 0.0003, -0.0183, -0.0149
Si, -0.0097, 0.0069, -0.005
Si, -0.0242, -0.0049, -0.0219
O, 0.0035, 0.0044, 0.0289
O, -0.0001, -0.0019, 0.0401
O, 0.0017, 0.0022, 0.0288
O, 0.0031, -0.0002, 0.0151
O, -0.0107, 0.0185, 0.0357
O, -0.0027, 0.0113, 0.0429
O, 0.0064, -0.0049, 0.0384
O, 0.0178, 0.0043, 0.0528
O, 0.0026, -0.0025, 0.0384
O, -0.0006, 0.0019, 0.0358
O, 0.0022, -0.0043, 0.0194
O, 0.0111, -0.0117, 0.0396
O, 0.0018, -0.0086, -0.0295
O, -0.0103, 0.0124, -0.0124
O, 0.0071, -0.0025, 0.0037
O, 0, -0.0019, -0.0108
O, 0.0507, 0.0286, 0.0154
O, 0.0035, -0.0145, 0.0013
O, -0.0148, -0.0173, 0.0384
O, -0.0023, -0.0048, -0.0311
O, -0.0033, 0.0066, -0.0108
O, 0.0018, 0.0015, -0.0311
O, -0.007, 0.0039, -0.038
O, -0.0028, -0.007, -0.0184
Si, -0.0008, -0.0059, 0.007
Si, -0.0017, -0.0057, 0.0005
Si, -0.0011, -0.0079, -0.0062
Si, 0.0135, 0.0215, 0.001
Si, 0.0017, 0.0093, 0.0003
Si, -0.0064, 0.0042, -0.0071
Si, 0.0112, 0.0107, -0.0212
Si, -0.0079, 0.0001, 0.0023
Si, 0.0026, 0.0003, 0.0006
Si, 0.0027, 0.004, 0.0042
Si, 0.0025, -0.0024, -0.0079
Si, 0.0156, -0.0066, 0.0028
Si, -0.0143, -0.0026, -0.0102
Si, 0.0024, 0.0029, -0.0291
Si, 0.0035, 0.002, 0.0046
Si, 0.007, 0.0109, -0.0157
Si, -0.0007, -0.0048, 0.0075
Si, -0.0098, -0.0039, -0.0064
Si, 0.001, 0.0061, -0.0022
Si, -0.0156, -0.0083, -0.0306
Si, 0.0257, -0.0072, -0.0002
Si, 0.0091, -0.0058, 0.0013
Si, 0.0032, 0.0009, 0.0013
Si, 0.0014, -0.0056, -0.0145
Si, 0.0063, 0.0022, -0.0074
Si, -0.0004, -0.0051, -0.0021
Si, -0.0032, 0.0034, 0.0024
Si, -0.0024, 0.0076, 0.0063
Si, -0.0073, -0.0005, -0.0065
Si, 0.0092, 0.0025, -0.005
Si, 0.0002, -0.0008, 0.0071
Si, -0.0034, 0, 0.0067
Si, -0.0041, -0.0065, 0.0089
Si, 0, -0.004, 0.0069
Si, 0.0042, -0.0041, 0.0025
Si, 0.0007, 0.0022, 0.0011
Si, 0.0009, 0.0038, 0.0036
Si, -0.0138, -0.0041, 0.0005
Si, -0.0032, 0.0014, 0.0079
Si, -0.0113, -0.0055, -0.0012
Si, -0.0032, 0, 0.014
Si, 0.0016, -0.0092, 0.0191
Si, 0.003, 0.0019, 0.0013
Si, 0.0008, 0.0033, -0.0037
Si, 0.011, 0.004, 0.0008
Si, 0.0028, 0.0019, 0.0049
Si, 0.001, 0.0022, 0.0076
Si, 0.0025, 0.0094, -0.0139
Si, -0.006, 0.0064, 0.002
O, 0.0069, 0.002, -0.0023
O, -0.0006, -0.0084, 0.0096
O, 0.0011, -0.0013, 0.0032
O, -0.0007, -0.0011, 0.0044
O, -0.0026, -0.0014, 0.0005
O, 0.0078, 0.0002, 0.0005
O, 0, 0.0017, 0.0094
O, 0.0056, -0.0034, 0.0112
O, -0.0003, -0.0001, -0.0007
O, -0.0016, -0.002, 0.0016
O, -0.0019, 0.0049, 0.0061
O, -0.0007, 0.0125, 0.0095
O, 0.0011, 0.0005, 0.001
O, 0.0029, 0, -0.0016
O, 0.0033, 0.0084, 0.0086
O, -0.0046, -0.0038, -0.0038
O, 0.0006, -0.0044, 0.0018
O, -0.0051, 0.0011, 0.0035
O, -0.0028, 0.0035, 0.0136
O, -0.0038, 0.0006, 0.0027
O, -0.0022, -0.0109, -0.0043
O, -0.0003, -0.0048, 0.0028
O, -0.0001, 0.0013, -0.0036
O, 0.0007, 0.0073, 0.0038
O, 0.0005, -0.0056, 0.0063
O, 0.0074, 0.0074, -0.0022
O, 0.0008, -0.0055, 0.0031
O, -0.0054, 0.006, -0.0131
O, -0.0065, 0.0048, 0.0069
O, 0.0014, 0.002, 0.0104
O, -0.0001, 0.0047, 0.0138
O, 0.0065, 0.0014, 0.001
O, -0.0024, 0.0027, 0.0042
O, 0.001, -0.0037, 0.0041
O, 0.015, -0.0066, 0.0041
O, 0.0006, 0.0001, 0.0013
O, 0.0044, -0.0003, 0.0076
O, -0.0019, -0.0005, -0.0003
O, -0.0017, -0.0002, 0.0015
O, 0.0044, -0.0012, 0.0069
O, 0.0121, 0.0112, -0.018
O, -0.0035, 0.0026, -0.0118
O, 0.001, 0.0069, -0.0019
O, 0.0001, 0.0015, 0.0048
O, 0.0084, 0, -0.0097
O, 0.0026, 0.0002, -0.0003
O, 0.0016, 0.0002, 0.0002
O, 0.0005, -0.0012, 0.0168
O, -0.0035, -0.0106, -0.0018
O, 0.0003, 0.0007, 0.0013
O, 0.0001, 0.0025, -0.0014
O, 0.0034, -0.0017, 0.0027
O, -0.0034, -0.0095, 0.0051
O, -0.0169, -0.0141, 0.0129
O, 0.0001, -0.0029, 0.0027
O, -0.0018, -0.0034, 0.0175
O, -0.0025, 0.0017, -0.0014
O, 0.0015, 0.0007, -0.0054
O, -0.0046, -0.01, 0.0071
O, -0.0037, -0.0033, 0.0062
O, 0.0132, 0.0117, 0.0081
O, 0.0002, 0.0017, 0.0007
O, 0.0021, -0.0008, 0.0021
O, 0.0016, -0.0031, 0.0085
O, 0.001, 0.0021, 0.0034
O, 0.003, -0.0021, 0.01
O, -0.0041, 0.0048, 0.0071
O, -0.0051, 0.0027, 0.0058
O, 0.0013, -0.0006, 0.0037
O, -0.0246, 0, 0.0135
O, 0.0032, 0.0053, 0.0098
O, 0.0003, -0.0017, 0.0014
O, -0.0022, -0.0017, 0.0004
O, 0.0005, -0.0029, 0
O, 0.0077, -0.0011, -0.0036
O, -0.0015, 0.0081, 0.0065
O, -0.0169, -0.0071, -0.0017
O, 0.0035, 0.0066, -0.0014
O, -0.0129, -0.0051, 0.0105
O, -0.0036, 0.0004, 0.0024
O, -0.0024, 0.0036, 0.0048
O, 0.0109, 0.0079, 0.0139
O, -0.0192, -0.0034, -0.0059
O, 0.0019, -0.0003, 0.0019
O, -0.0017, 0.0021, 0.0127
O, -0.0012, 0.0002, 0.0046

The program warned: the cutoff lies below the one the program advises for these potential files; the forces do not sum to zero within the program's tolerance; the exchange-correlation potential is rough where the density is thin.
